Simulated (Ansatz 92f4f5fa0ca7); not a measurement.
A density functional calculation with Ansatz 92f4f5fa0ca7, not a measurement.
Periodic cell of 226 atoms, Si133O92B1, from a study of silicon, its oxide and their interface. The atomic structure is a simulated model.
Doubt: the cutoff is far below the 930 eV that the study's wrapper takes by default for these files, so forces and energies are approximate.
This geometry differs little from another in the collection (a relaxation step or a small displacement).

Settings
functional: PBE
potential files: Ansatz PAW
basis: plane waves
wave-function cutoff: 580 eV
density cutoff ratio: 5
exchange-correlation grid ratio: 1
k mesh: 1 x 1 x 1, Gamma-centred
self-consistency stop: 5e-08 eV per atom in the density residual
occupations: fixed
spin: none
net charge: -1 e, with a uniform compensating background and no finite-size correction

Cell vectors (angstrom)
a  10.938  0  0
b  0  10.938  0
c  0  0  31.9494

Atoms: element, x, y, z (angstrom)
Si  10.6238  0.0073  24.4456
Si  5.0858  0.1586  24.7247
Si  2.8401  2.3181  24.5925
Si  8.5691  2.4324  24.6169
Si  10.6753  5.5768  24.3979
Si  5.1556  5.6123  24.5047
Si  2.9908  7.9412  24.4285
Si  8.4017  7.8131  24.4777
Si  1.2861  1.1457  25.8554
Si  6.8048  1.3859  25.8184
Si  4.0409  4.0059  25.8172
Si  9.6259  4.034  25.9276
Si  1.3375  6.782  25.6844
Si  6.8111  6.6741  25.8226
Si  4.0062  9.4637  25.9651
Si  9.4744  9.4456  25.8186
Si  2.6525  -0.1115  27.2902
Si  8.1408  -0.0555  27.16
Si  0.0627  2.6564  27.2228
Si  5.609  2.8767  27.2882
Si  2.6732  5.4202  27.125
Si  8.0287  5.2222  27.3115
Si  -0.014  8.1274  27.1409
Si  5.5043  8.1361  27.1923
Si  4.1336  1.3722  28.4868
Si  9.4934  1.3719  28.5289
Si  1.3833  4.0661  28.5657
B  6.8077  4.0573  28.4943
Si  4.1301  6.7297  28.5118
Si  9.5027  6.7292  28.4757
Si  1.2954  9.4843  28.6118
Si  6.8219  9.5378  28.5629
Si  -0.0659  -0.0031  29.919
Si  5.4491  -0.0065  29.8951
Si  2.7777  2.7103  29.8957
Si  8.0225  2.8571  29.7134
Si  -0.0264  5.439  29.8877
Si  5.6107  5.2848  29.7213
Si  2.7537  8.1226  29.8976
Si  8.2221  8.1642  29.8763
Si  1.3654  1.3715  31.236
Si  6.8357  1.4165  31.1943
Si  4.1665  4.0991  31.2092
Si  9.4928  4.0655  31.1866
Si  1.3546  6.8075  31.2571
Si  6.8116  6.7858  31.1752
Si  4.0852  9.5562  31.2468
Si  9.5471  9.5447  31.2749
Si  2.7377  0.0157  0.663
Si  8.1927  0.0414  0.6242
Si  -0.0191  2.7557  0.6276
Si  5.4819  2.7427  0.6765
Si  2.7657  5.4546  0.6284
Si  8.2074  5.4931  0.6348
Si  0.0171  8.2118  0.6893
Si  5.4855  8.1953  0.634
Si  4.1039  1.3875  2.0434
Si  9.5982  1.3631  2.0054
Si  1.356  4.1426  2.003
Si  6.8411  4.1568  2.0156
Si  4.0966  6.8524  2.0039
Si  9.5757  6.8433  2.0396
Si  1.3716  9.6187  2.0446
Si  6.8317  9.6276  1.9946
Si  0.0237  0.0448  3.4461
Si  5.4838  0.0355  3.4192
Si  2.7109  2.7746  3.3701
Si  8.2541  2.7865  3.317
Si  0.0328  5.5174  3.4361
Si  5.4741  5.5302  3.3981
Si  2.7459  8.2406  3.3724
Si  8.2387  8.2928  3.3501
Si  1.3761  1.4624  4.8203
Si  6.9118  1.4769  4.6946
Si  4.0564  4.1579  4.7262
Si  9.6051  4.0854  4.7513
Si  1.3706  6.9758  4.8137
Si  6.8392  6.9995  4.6992
Si  4.0975  9.5747  4.7671
Si  9.6182  9.584  4.8131
Si  2.7592  0.0429  6.1128
Si  8.2955  0.1258  6.0679
Si  0.0188  2.8067  6.2813
Si  5.5149  2.841  6.0379
Si  2.7543  5.5983  6.1148
Si  8.2596  5.6082  5.9275
Si  0.0501  8.3121  6.3414
Si  5.5028  8.3073  6.2007
Si  4.4269  1.1899  7.2984
Si  9.8142  1.1591  7.5866
Si  1.1788  4.5112  7.4768
Si  6.6434  4.5483  7.2124
Si  4.3263  6.712  7.5112
Si  9.7344  6.6234  7.4705
Si  1.2816  9.9482  7.6721
Si  6.722  9.9718  7.3845
O  9.5744  1.2351  23.9949
O  4.1036  6.7917  23.9484
O  4.0124  1.2537  24.0757
O  9.5284  6.7041  23.925
O  -0.0225  5.5561  7.9983
O  5.5725  0.1334  7.888
O  0.0745  0.0989  8.1265
O  5.5322  5.6124  7.8535
O  7.598  3.9762  8.4189
O  8.7326  7.0607  8.7415
O  2.1837  9.4598  9.0205
O  8.8959  1.6911  8.8983
O  7.6123  9.4824  8.6982
O  3.6203  1.8319  8.5819
O  3.5947  7.2286  8.9327
O  2.0646  4.0129  8.7979
O  8.1538  3.477  23.384
O  0.4056  4.9063  22.9998
O  1.9571  2.7869  23.2714
O  5.8326  4.8933  23.1622
O  5.5534  10.0662  23.5248
O  2.446  8.6814  23.0332
O  0.1929  10.075  23.0975
O  7.7499  8.5502  23.1264
Si  8.6545  7.7031  18.4701
Si  8.7901  6.3541  13.635
Si  3.7975  1.5416  14.7312
Si  2.1379  5.7455  17.6421
Si  2.4098  3.1474  19.525
Si  9.8147  9.0276  12.0768
Si  1.3326  9.4196  22.1049
Si  9.1757  0.9623  13.2039
Si  1.4226  5.0516  13.028
Si  1.7986  8.2539  12.8088
Si  6.6605  9.5659  22.4686
Si  4.5305  4.6022  15.7145
Si  8.2109  3.0268  9.5603
Si  0.8414  8.2494  19.2811
Si  6.9705  1.3439  21.1158
Si  8.2257  8.3201  9.6556
Si  10.8921  5.1977  15.6163
Si  7.5674  9.4958  16.3317
Si  9.9446  2.0543  20.3237
Si  3.2184  8.5149  9.8979
Si  6.6903  3.3634  17.439
Si  1.1704  0.2063  19.8217
Si  3.2402  2.8172  12.2872
Si  7.2096  5.4046  19.7288
Si  5.7514  8.6669  11.5388
Si  5.7898  6.0705  13.2003
Si  4.6365  9.7155  17.644
Si  1.0231  3.5999  22.2233
Si  4.8999  1.4926  18.836
Si  3.1961  3.0882  9.5009
Si  6.4536  10.811  13.7972
Si  10.3501  0.12  15.9808
Si  5.6644  3.6599  11.144
Si  9.8383  3.8943  11.9009
Si  2.3463  9.9245  15.5496
Si  6.0759  8.1427  19.838
Si  6.938  3.9637  22.4241
Si  9.7571  2.7804  17.3941
O  7.1998  6.3752  13.9762
O  1.881  7.0576  18.6868
O  10.2924  4.0273  16.5322
O  6.1677  9.9667  17.0648
O  10.1514  0.709  14.4768
O  8.44  6.1247  18.8968
O  5.172  0.6825  14.4312
O  5.7105  2.0729  17.5512
O  8.3556  1.9503  20.5531
O  2.0048  4.2981  18.4172
O  6.9653  2.8086  10.6235
O  4.876  2.7088  12.2113
O  6.0315  4.3954  16.3559
O  4.5597  3.9297  9.938
O  10.7132  2.7414  21.5861
O  9.7263  6.1525  14.9718
O  6.007  6.5063  19.8814
O  4.0868  0.1814  18.2979
O  9.2625  10.5507  12.2824
O  2.8547  4.359  12.7017
O  1.9171  10.697  21.222
O  3.9908  2.7232  19.4266
O  0.7326  10.0472  15.9672
O  1.2797  9.8035  18.8445
O  1.715  1.6648  19.2933
O  8.9415  10.3851  16.4987
O  4.8786  8.5955  18.8128
O  9.5677  8.7565  10.4868
O  6.7267  4.1133  18.8781
O  2.8487  1.7228  13.401
O  5.8242  8.797  21.2949
O  2.5476  2.4501  10.8654
O  7.6066  4.8455  21.2051
O  5.2157  7.4761  12.5538
O  0.4336  9.0648  12.4946
O  7.5842  1.0498  13.5864
O  7.1054  9.6262  14.7577
O  8.9789  5.0275  12.6981
O  8.0876  8.0375  16.9365
O  6.229  2.5605  21.9277
O  2.4557  9.0645  14.1132
O  0.4234  4.483  11.8682
O  0.814  8.3187  20.9461
O  9.3858  3.8315  10.3466
O  9.6532  2.3813  12.5317
O  7.6214  8.5762  19.4175
O  2.5538  8.1736  11.3601
O  3.9848  3.0588  15.3751
O  0.8399  4.4891  14.4438
O  10.0726  3.0013  18.9804
O  9.1506  7.7982  12.9469
O  10.5152  0.5308  20.0834
O  6.0356  5.0416  11.9347
O  8.153  2.7598  17.0552
O  3.5336  5.4798  16.7305
O  4.6671  9.1363  10.3894
O  1.533  6.6737  13.1737
O  4.7655  5.4887  14.3467
O  2.0223  3.87  20.9392
O  10.5402  1.4093  16.9644
O  0.9471  6.064  16.5655
O  7.3794  10.9341  21.9289
O  5.9398  0.9146  19.9392
O  6.0775  10.0219  12.4096
O  2.8463  0.5488  15.597
O  7.0537  8.0123  10.769
O  10.2431  8.0177  18.7035
O  3.4516  9.2094  16.5872

Results
free energy: -137022.831 eV
free energy less fixed offsets of B -154.04, O -568.88, Si -635.61 eV per atom: 4.299 eV

Forces (eV/angstrom), in the order of the atoms: element, x, y, z
Si  -0.0063  -0.0452  -0.1199
Si  0.0451  0.0099  -0.0739
Si  0.0377  0.053  -0.0857
Si  -0.0132  -0.008  -0.1876
Si  0.0037  -0.0287  -0.1196
Si  0.0134  0.0099  -0.1844
Si  -0.0303  0.0244  -0.1203
Si  -0.0369  0.0121  -0.0871
Si  -0.0029  -0.018  0.0019
Si  -0.0452  0.0024  0.0545
Si  0.001  -0.0585  0.0505
Si  -0.0292  0.0577  0.0603
Si  -0.0318  0.0317  0.0317
Si  0.0157  -0.0002  0.0508
Si  -0.0298  0.0183  -0.0011
Si  0.0197  -0.0254  0.0248
Si  0.0549  0.0317  0.0015
Si  0.0086  0.0574  0.0126
Si  -0.0312  -0.0022  0.0348
Si  -0.0874  -0.0966  -0.1413
Si  0.0478  0.0075  0.0382
Si  0.0463  0.0291  -0.1443
Si  -0.0071  -0.0161  -0.0011
Si  0.0395  -0.0467  0.0255
Si  -0.0005  0.0035  0.007
Si  -0.0084  -0.042  -0.0036
Si  0.0467  -0.0075  0.0455
B  0.0125  0.0353  0.4098
Si  -0.0276  -0.0309  -0.0139
Si  0.0656  0.0179  0.0217
Si  -0.0569  -0.0527  0.1088
Si  0.0061  -0.0123  0.0429
Si  0.0368  -0.0199  -0.0484
Si  -0.0044  0.0033  -0.0194
Si  0.0015  0.0328  -0.016
Si  -0.049  0.0702  -0.0965
Si  -0.0499  -0.009  -0.0107
Si  0.0616  -0.056  -0.101
Si  -0.0308  0.0557  -0.0396
Si  -0.03  0.0002  0.0006
Si  -0.0096  0.0015  0.0102
Si  -0.0063  -0.0099  0.0094
Si  -0.0087  -0.0355  -0.0007
Si  0.0012  0.0231  -0.0009
Si  0.0127  -0.006  0.0075
Si  0.0238  0.0007  0
Si  0.0047  -0.0129  0.0067
Si  0.0023  0.0011  -0.0014
Si  -0.014  -0.0027  -0.0037
Si  -0.0001  0.0004  0.0075
Si  -0.0015  -0.0076  0.0009
Si  -0.0002  0.023  -0.0232
Si  0.0012  0.0116  0.007
Si  -0.0049  -0.0044  -0.0219
Si  -0.0129  0.0022  -0.0025
Si  -0.0104  0.0009  -0.0043
Si  0.0006  -0.0057  -0.0073
Si  -0.0277  0.0185  0.0124
Si  0.0202  -0.0178  -0.0024
Si  0.029  -0.0256  0.0204
Si  0.0053  -0.0133  0.0138
Si  -0.009  -0.0047  -0.0059
Si  0.0336  -0.0054  0.0123
Si  0.0433  -0.0212  0.0016
Si  0.0035  0.0124  0.0207
Si  -0.0029  -0.0069  0.0255
Si  -0.0423  0.0132  -0.0056
Si  0.0397  0.0216  -0.0758
Si  0.0264  0.0168  0.037
Si  -0.0217  0.0257  -0.0037
Si  -0.019  0.0053  -0.0211
Si  0.0046  0.0793  -0.0233
Si  -0.0174  -0.01  -0.0274
Si  -0.0264  -0.0297  0.0198
Si  0.0181  0.0206  0.0065
Si  -0.006  0.0025  -0.0114
Si  -0.0307  -0.0083  -0.0291
Si  -0.0158  -0.038  0.0093
Si  0.0061  0.027  -0.0061
Si  -0.0018  -0.0139  -0.0292
Si  0.0201  -0.0017  -0.0078
Si  -0.0066  0.0019  -0.0305
Si  0.01  0.0157  -0.0306
Si  -0.0076  0.0025  -0.021
Si  0.015  -0.0104  -0.0211
Si  -0.0153  -0.0039  -0.0161
Si  0.0148  0.0169  -0.0172
Si  0.0097  0.0071  -0.0247
Si  -0.0238  0.0141  0.0444
Si  -0.015  -0.0017  0.1167
Si  0.0155  -0.0125  0.0727
Si  0.045  -0.0022  0.0514
Si  -0.0161  -0.0097  0.0794
Si  -0.0378  -0.0033  0.0723
Si  0.016  -0.0121  0.0567
Si  0.014  0.0035  0.0663
O  0.0167  0.0356  0.0727
O  0.0274  -0.0096  0.0726
O  -0.0234  -0.0139  0.0026
O  0.0151  -0.0071  0.0198
O  -0.0011  -0.0118  -0.0047
O  0.0051  -0.0107  0.0107
O  -0.0109  0.0021  -0.0117
O  -0.0056  0.0073  0.0058
O  -0.0276  0.0123  -0.031
O  0.0362  -0.0275  -0.0324
O  -0.0506  0.0375  -0.0369
O  0.0462  -0.0469  -0.0461
O  -0.0343  0.0342  -0.0422
O  0.0239  -0.0426  -0.0312
O  0.0304  -0.04  -0.0548
O  -0.0486  0.0367  -0.0319
O  0.0266  -0.0238  0.0508
O  -0.043  0.0672  0.0574
O  0.0296  -0.0323  0.0629
O  -0.0521  0.0469  0.0593
O  -0.0393  0.0313  0.0414
O  0.0454  -0.0394  0.0565
O  -0.0472  0.05  0.0689
O  0.0545  -0.0485  0.0432
Si  0  -0.0034  0.0467
Si  0.0038  -0.0043  -0.0195
Si  0.0007  -0.0001  -0.0018
Si  0.0074  0.0022  0.0366
Si  0.0167  -0.0049  0.0404
Si  -0.002  0.0016  -0.0183
Si  0.0081  -0.0006  -0.0321
Si  -0.0016  -0.0012  -0.024
Si  -0.0037  -0.0013  -0.0296
Si  -0.0055  -0.0019  -0.0114
Si  -0.0138  0.013  -0.0243
Si  -0.0005  -0.0083  0.0127
Si  -0.0127  0.0374  0.0085
Si  -0.0021  -0.0113  0.0227
Si  0.0002  -0.0006  0.0388
Si  0.0096  -0.0032  0.0235
Si  0.0026  -0.0039  0.0148
Si  0.0035  0.0071  0.0206
Si  -0.0111  -0.005  0.036
Si  0.0147  0.0074  0.0276
Si  -0.0007  -0.0091  0.0288
Si  -0.007  0.0043  0.042
Si  0.0057  0.0036  -0.024
Si  -0.0083  0.0089  0.0396
Si  0.0037  0.0041  -0.0207
Si  -0.001  -0.0037  -0.0156
Si  0.0013  0.005  0.0326
Si  0.0074  -0.0354  -0.0454
Si  -0.0048  0.0011  0.0418
Si  0.0266  0.0041  0.0131
Si  0.0054  0.0052  -0.0076
Si  -0.0023  -0.0046  0.0189
Si  0.0011  0.0076  -0.0347
Si  0.008  0.0051  -0.0201
Si  0.0029  0.0073  0.0167
Si  -0.0004  -0.0159  0.0412
Si  0.0134  -0.0254  -0.0098
Si  -0.0058  -0.0025  0.024
O  -0.0043  0.0007  0.0094
O  -0.004  0.0073  -0.0227
O  -0.0011  0.0007  -0.01
O  -0.0029  0.0026  -0.0103
O  -0.0044  0.0054  -0.0044
O  -0.0002  -0.0006  -0.0264
O  0.0047  -0.0034  0.004
O  -0.0034  -0.0015  -0.012
O  -0.0081  -0.0071  -0.0253
O  -0.0035  -0.0156  -0.0134
O  0.0192  -0.004  0.0142
O  0.0056  0.0047  0.013
O  -0.0033  0.0022  -0.0077
O  -0.0191  -0.0011  0.009
O  0.0168  0.0184  -0.0033
O  -0.0087  0.0048  -0.0038
O  0.0017  0.0003  -0.0332
O  0.0005  -0.0004  -0.0224
O  0.0018  -0.015  0.0177
O  0.0068  -0.0079  0.0228
O  0.0002  -0.0176  -0.0025
O  -0.0087  0.0017  -0.0307
O  0.0011  -0.0022  -0.0038
O  -0.0001  -0.0004  -0.0148
O  -0.0015  -0.0028  -0.0266
O  0.0014  0.0025  -0.0104
O  0.0055  -0.0031  -0.0189
O  -0.0181  -0.0072  -0.0062
O  0.0024  0.0082  -0.0181
O  -0.0013  0.0052  0.0035
O  0.014  0.0237  0.0135
O  0.0009  0.0082  -0.0092
O  -0.0078  -0.019  0.0076
O  -0.0006  0.0131  0.01
O  -0.002  0.0001  0.0182
O  0.0026  0.0021  0.0138
O  -0.003  0.0033  -0.0048
O  0.0019  -0.0104  0.0139
O  0.0026  -0.0061  -0.008
O  0.004  0.0237  -0.0127
O  -0.0002  -0.0081  -0.0058
O  -0.0075  -0.0044  0.0223
O  0.0057  0.0163  0.0103
O  -0.0212  -0.0157  -0.0051
O  0.0005  0.0125  0.0143
O  -0.0063  0.0002  -0.0306
O  0.0203  0.0061  -0.0216
O  -0.0006  -0.0027  -0.003
O  0.0048  0.0025  -0.0009
O  0.0025  -0.0076  -0.0102
O  0.0027  0.0114  0.0098
O  -0.0007  0.0034  -0.0284
O  0.0005  -0.0136  0.0124
O  0.0045  -0.0003  -0.0123
O  0.0012  -0.0008  -0.0122
O  -0.0211  -0.0035  0.0102
O  0.0035  0.0067  0.0182
O  0.0052  0.0081  -0.0024
O  -0.0243  0.0004  0.0142
O  0.0005  0.0024  -0.0125
O  -0.0022  -0.0015  -0.014
O  -0.0061  -0.025  -0.0157
O  0.0203  0.0007  -0.0123
O  -0.0068  -0.0187  0.0041
O  0.0013  0.0004  -0.0067
O  0.0207  0.0036  0.0001
O  0.0075  0.003  -0.0233
O  -0.0043  -0.0027  -0.0087

The program warned: the cutoff lies below the one the program advises for these potential files; the exchange-correlation potential is rough where the density is thin.
